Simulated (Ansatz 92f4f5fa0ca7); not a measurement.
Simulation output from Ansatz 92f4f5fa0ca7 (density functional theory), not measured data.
Periodic cell of 184 atoms, Si120O64, from a study of silicon, its oxide and their interface. The atomic structure is a simulated model.
This geometry differs little from another in the collection (a relaxation step or a small displacement).

Settings: functional r2SCAN; potential files Ansatz PAW; basis plane waves; wave-function cutoff 800 eV; density cutoff ratio 5; exchange-correlation grid ratio 1; k mesh 1 x 1 x 1, shifted by 0.5 0.5 0 of a step; self-consistency stop 1e-10 eV per atom in the density residual; occupations fixed; spin none; net charge 0.

Cell vectors (angstrom)
a, 10.888, 0, 0
b, 0, 10.888, 0
c, 0, 0, 26.5662

Atoms and the computed forces on them: element, x, y, z (angstrom), force x, y, z (eV/angstrom)
Si, 0.283, -0.0536, 0.0441, 0.0054, 0.0006, -0.0254
Si, 2.4021, 3.2205, -0.0656, 0.001, -0.0027, -0.0202
Si, 0.0411, 5.3287, -0.056, -0.0022, 0.0005, -0.0218
Si, 2.4854, 8.5159, 0.2989, -0.0019, 0.0054, -0.014
Si, 5.5444, -0.3262, 0.165, 0.0009, -0.0003, -0.021
Si, 7.8695, 3.0219, 0.0923, 0.0014, -0.0016, -0.0174
Si, 5.8018, 5.4402, -0.097, 0.0051, 0.0013, -0.0182
Si, 7.8953, 8.5144, 0.2984, 0.006, -0.0009, -0.0148
Si, 1.4143, 1.5373, 1.3273, -0.0024, 0.0018, 0.0008
Si, 4.0671, 4.3161, 1.1813, 0.0018, -0.0003, -0.001
Si, 1.2576, 6.8364, 1.3202, -0.0002, 0.0004, 0.0019
Si, 4.0448, 9.5744, 1.6599, 0.0002, 0.004, 0.0061
Si, 6.6594, 1.4293, 1.3054, 0.0008, -0.0006, 0.0068
Si, 9.4674, 4.1527, 1.3783, 0, 0.0008, 0.0045
Si, 6.7726, 6.8862, 1.5047, -0.0015, 0.0023, 0.0052
Si, 9.5109, 9.758, 1.3781, 0.0009, -0.0007, 0.0027
Si, -0.0396, 2.7778, 2.7127, -0.0014, 0, -0.0025
Si, 2.7045, 0.1818, 2.8118, -0.0014, 0.0002, -0.0029
Si, -0.0499, 8.2706, 2.6921, -0.0005, 0.0024, 0.0031
Si, 2.6884, 5.5359, 2.6758, -0.0001, -0.0006, 0.003
Si, 5.3367, 2.8466, 2.6356, 0.0004, 0.0002, -0.0054
Si, 8.0853, 0.1384, 2.7279, -0.0005, 0.0008, -0.006
Si, 5.3853, 8.1528, 2.9031, 0.0008, -0.0014, -0.0021
Si, 8.1713, 5.5173, 2.7892, 0.0019, -0.0004, 0.0032
Si, 1.3561, 4.1338, 4.0418, 0.0007, 0.0021, 0.0005
Si, 4.0876, 1.4951, 4.1274, 0.0024, 0.0033, -0.001
Si, 1.3369, 9.6025, 4.0694, -0.0001, 0.0004, 0.0029
Si, 3.9982, 6.8017, 4.1689, -0.0023, -0.0019, 0.0046
Si, 6.768, 4.1156, 4.0559, -0.0013, -0.0005, 0.0034
Si, 9.488, 1.4252, 4.0935, -0.0009, -0.001, -0.0015
Si, 6.8032, 9.5811, 4.1087, -0.0002, 0.0015, -0.0033
Si, 9.5395, 6.8882, 4.1083, 0.0029, 0.0019, -0.0019
Si, -0.0432, 0.0278, 5.4347, -0.0016, 0.0002, 0.0013
Si, 2.6892, 2.7927, 5.4578, 0.0004, 0.0002, 0.002
Si, 0.0155, 5.4874, 5.4355, 0.0012, -0.0009, 0.0011
Si, 2.6765, 8.2241, 5.4695, -0.0015, -0.002, 0.001
Si, 5.4432, 0.0604, 5.454, 0.0011, -0.0001, 0.0023
Si, 8.1377, 2.7649, 5.4523, -0.0014, -0.0012, 0.0019
Si, 5.4038, 5.4341, 5.4558, -0.0005, -0.0004, 0.0042
Si, 8.1562, 8.2079, 5.4628, -0.0006, 0.0024, 0.0027
Si, 1.3494, 1.3785, 6.773, 0.0003, 0.0019, -0.0023
Si, 4.0762, 4.0788, 6.8373, -0.0007, 0.0001, 0.0003
Si, 1.3566, 6.8256, 6.8312, 0.0008, 0.0016, 0.0005
Si, 4.0931, 9.5472, 6.8038, 0.0003, 0.0011, 0.0003
Si, 6.8261, 1.3678, 6.8344, -0.0005, 0.0002, 0.0011
Si, 9.5432, 4.098, 6.7929, 0.0001, 0.0012, -0.0001
Si, 6.7899, 6.8039, 6.7769, -0.0008, 0.0013, -0.0016
Si, 9.5295, 9.5365, 6.8176, -0.0002, 0.0003, 0.0001
Si, 0.0158, 2.7082, 8.1659, -0.0002, -0.0012, 0.0033
Si, 2.7081, 0.0118, 8.1261, -0.0001, 0.0004, 0.0005
Si, -0.036, 8.1465, 8.1803, 0.0004, -0.0011, 0.0014
Si, 2.7394, 5.453, 8.1756, -0.0003, 0.0001, 0.0004
Si, 5.4371, 2.6994, 8.1806, -0.0001, -0.0003, 0.0012
Si, 8.1933, -0.0117, 8.1914, -0.0004, 0.0011, 0.0006
Si, 5.4653, 8.1575, 8.161, 0.001, 0.0005, 0.0026
Si, 8.1416, 5.4242, 8.1241, 0.0002, 0.0015, 0.0018
Si, 1.403, 4.0575, 9.5204, 0.0023, 0.0007, 0.0004
Si, 4.096, 1.3015, 9.516, -0.0003, 0.0005, -0.0002
Si, 1.359, 9.5251, 9.47, 0.0006, 0.0005, 0.0007
Si, 4.1443, 6.76, 9.5299, 0.0009, -0.0027, 0.0023
Si, 6.8284, 4.0453, 9.515, -0.0018, 0.0024, 0.0001
Si, 9.579, 1.3202, 9.5527, -0.0035, 0.0003, 0.0028
Si, 6.865, 9.4691, 9.5389, 0, -0.0018, 0.0032
Si, 9.4712, 6.7499, 9.5086, -0.0029, 0.0016, 0.0003
Si, 0.0323, -0.0824, 10.9254, -0.0003, -0.0032, 0.0035
Si, 2.7873, 2.6849, 10.8813, -0.0003, 0.0032, -0.0042
Si, -0.0522, 5.3698, 10.8194, -0.0005, -0.0019, 0.0006
Si, 2.7421, 8.1576, 10.7623, -0.0014, -0.0003, 0.0021
Si, 5.4848, -0.0718, 10.8541, 0.0012, -0.0006, 0.0001
Si, 8.1842, 2.6739, 10.8704, 0.0011, 0.0013, -0.0013
Si, 5.5172, 5.3861, 10.9299, -0.0012, -0.0012, 0.005
Si, 8.1622, 8.0628, 10.9595, -0.0031, -0.001, -0.0027
Si, 1.4239, 1.3232, 12.2134, -0.0013, 0.004, 0.008
Si, 4.2256, 3.9641, 12.2775, 0.0028, 0.0003, 0.0006
Si, 1.3345, 6.7954, 12.0148, -0.0011, 0.0012, -0.0001
Si, 4.1523, 9.3919, 12.1562, 0.0002, -0.0039, -0.0018
Si, 6.8592, 1.271, 12.217, -0.0014, -0.0003, 0.0041
Si, 9.5199, 4.0136, 12.258, -0.0004, -0.0008, -0.0023
Si, 6.8114, 6.7084, 12.4102, -0.0006, 0.0006, 0.0033
Si, 9.5963, 9.3515, 12.299, 0.0022, -0.0011, 0.0066
Si, -0.0688, 2.5535, 13.5792, -0.0018, -0.0026, 0.004
Si, 2.9363, -0.0183, 13.4393, 0.0018, 0.0039, -0.0019
Si, 0.1864, 8.0075, 13.6557, 0.0005, -0.0024, -0.0027
Si, 2.6334, 5.3788, 13.2387, -0.0007, 0.0007, 0.0026
Si, 5.6711, 2.629, 13.7341, -0.0014, 0, -0.0048
Si, 8.1013, -0.2165, 13.5581, 0, 0.0001, -0.0032
Si, 5.2873, 8.005, 13.7201, -0.0007, -0.0016, -0.0014
Si, 8.2811, 5.3804, 13.7722, 0.0021, 0.0041, 0.0028
Si, 1.2242, 4.1728, 14.5903, 0.0006, -0.0037, 0.0209
Si, 4.4845, 0.9787, 14.8952, -0.0048, -0.0022, 0.0225
Si, 1.4217, 9.7288, 14.746, 0.0032, 0.0028, 0.0223
Si, 3.7197, 6.5673, 14.8889, 0.0001, 0.0025, 0.0308
Si, 7.2784, 3.7455, 15.1613, 0.0032, 0.003, 0.0265
Si, 9.7696, 0.7894, 14.8163, -0.0054, -0.0013, 0.0112
Si, 6.5546, 9.5544, 14.9402, 0.0039, -0.0052, 0.0142
Si, 10.0296, 6.4008, 15.0348, -0.0015, -0.0032, 0.0233
Si, 1.0601, 11.1927, 23.7655, 0.0028, 0.0011, -0.0318
Si, -11.0272, 33.7397, 17.4728, 0.0027, -0.0008, 0.0281
Si, 8.3262, 24.1207, 23.7254, -0.0007, -0.0019, -0.0257
Si, -3.454, 35.146, 20.1648, 0.0033, -0.0007, 0.0079
Si, 17.2106, 6.1725, 23.5115, 0.0038, 0.0016, -0.0319
Si, 9.1523, 6.8916, 24.4224, -0.0005, 0.0044, -0.0382
Si, 5.4057, 19.7911, 22.1444, 0.0064, 0.0034, -0.0095
Si, 9.2089, 17.2503, 18.0061, 0.0027, -0.0017, 0.0317
Si, -36.7817, 29.8137, 17.5514, -0.0029, -0.0036, 0.0315
Si, -8.415, 7.031, 17.744, -0.0003, -0.0018, 0.0376
Si, 3.1151, 37.0249, 18.7329, -0.0012, 0.0019, 0.0179
Si, -0.6832, -23.6419, 22.2789, -0.0021, -0.0003, -0.0177
Si, -7.1811, -12.0912, 24.5778, -0.0051, 0.0037, -0.0351
Si, -1.105, -6.8927, 21.6251, 0.0013, 0.0004, -0.011
Si, -16.1189, 3.3512, 22.3988, -0.0004, 0, -0.0095
Si, -0.129, -4.3056, 20.7061, 0.004, -0.0013, 0.0105
Si, 18.7292, 10.8635, 21.9154, -0.0004, -0.0004, -0.0107
Si, -9.1602, -12.0636, 17.9019, -0.0004, -0.0045, 0.0135
Si, -13.0963, 35.8498, 17.6473, 0.0011, 0.0017, 0.0358
Si, -6.5445, 19.7328, 19.1284, -0.0022, 0.002, 0.0104
Si, 5.3767, 16.1553, 16.9124, -0.0005, 0.0024, 0.0355
Si, 1.7545, 4.5032, 21.3477, -0.0051, 0.0019, -0.004
Si, 24.257, 35.0645, 16.6678, -0.0064, 0.0012, 0.0263
Si, 24.5553, 13.6786, 23.453, 0.0007, 0.0062, -0.0359
O, 7.9908, -3.5028, -8.1586, -0.0001, -0.0025, -0.0102
O, -8.6497, 4.2128, -3.7013, 0.0032, -0.0032, 0.0078
O, 8.6566, -7.4537, -5.934, -0.0013, 0.002, 0.0026
O, -18.0315, 18.2937, -7.8799, -0.0057, -0.0018, -0.009
O, 1.0948, 12.493, -9.9895, 0.0041, 0.0026, -0.0052
O, 0.3965, 25.3935, -5.4582, -0.0001, 0.0005, 0.0007
O, -10.9598, 8.1392, -5.4824, -0.0002, -0.0013, 0.0072
O, -2.0426, 15.671, -8.6743, 0.0002, -0.0029, -0.0069
O, 19.3633, 7.7831, -1.0076, -0.0073, 0.0091, 0.0221
O, 4.2503, -19.1541, -3.8039, -0.0033, -0.0017, 0.0074
O, -10.5763, 21.1107, -3.8557, 0.0067, 0.004, 0.0125
O, 6.8369, 15.0883, -0.4031, 0.0001, -0.0007, 0.0139
O, 6.0577, 3.007, -5.7114, 0.0002, 0.0004, 0.0024
O, 7.4491, 24.3744, -8.0148, 0.0034, 0.002, -0.0147
O, 0.0828, 11.3971, -1.5012, -0.0067, -0.0003, 0.0284
O, -8.1948, 2.9152, 18.1709, -0.0029, -0.0057, -0.0108
O, -11.7556, 2.3623, 18.159, -0.0006, -0.0037, -0.01
O, -2.4394, 0.8293, 23.1593, 0.0001, 0.0045, 0.0069
O, 9.6646, 6.9106, 16.5461, 0.0064, -0.0011, -0.0261
O, -7.5438, -2.5215, 25.4671, -0.0025, -0.0048, 0.0187
O, 3.0095, 13.6462, 25.0532, -0.0042, 0.0062, 0.0296
O, 1.1789, 15.1215, 26.0719, -0.0025, 0.0026, 0.0115
O, -1.2736, 11.4329, 16.4447, -0.0036, -0.0022, -0.0315
O, -0.9914, 7.9663, 23.4688, -0.0051, -0.0072, 0.0147
O, -12.0215, 27.4099, 21.6022, 0.0001, -0.0023, -0.0036
O, 36.8885, -1.7016, 23.169, -0.005, 0.0041, 0.0142
O, 12.8127, 20.7212, 16.2985, -0.0042, -0.0019, -0.0389
O, -15.8518, 6.7615, 17.0569, -0.0054, -0.0055, -0.0082
O, -29.4946, 9.9202, 18.6843, -0.0067, 0.0019, -0.0088
O, -6.1665, 21.6089, 25.3212, 0.0083, 0.0064, 0.0263
O, 12.2227, 8.1373, 18.1058, 0.0029, 0.0014, -0.0134
O, 5.78, -1.8697, 18.3811, 0.0046, -0.0022, -0.0127
O, 6.0908, -3.3712, 22.6298, -0.0015, -0.0031, 0.0102
O, -1.4421, 14.2211, 23.0695, -0.0013, -0.003, 0.007
O, 12.9964, 16.3941, 18.1382, -0.0025, 0.0012, -0.0096
O, -0.648, 38.5687, 25.1287, 0.0096, -0.0071, 0.0221
O, 8.4661, 2.9261, 16.0166, -0.0068, 0.001, -0.0247
O, 0.1284, 10.6748, 14.5563, 0.0013, 0.0007, -0.0053
O, -5.3592, 10.7313, 15.4514, -0.0012, 0.0032, -0.0107
O, 24.7563, -6.6921, 20.3336, -0.0003, -0.0021, -0.0068
O, 12.2503, 16.9295, 21.0456, -0.0015, -0.0004, -0.0008
O, 13.7306, 7.1764, 16.1549, 0.0084, -0.0001, -0.0292
O, 5.6793, 4.9561, 22.6439, 0.0033, 0.0049, 0.01
O, 17.6409, 20.4316, 26.3163, 0.0025, 0.0017, 0.0149
O, 7.2718, -2.0171, 16.2523, -0.0026, 0.0081, -0.0258
O, 1.2524, 9.5273, 26.5011, 0.0004, -0.0012, 0.0131
O, 17.3135, 10.1551, 22.2155, -0.0007, -0.0031, 0.0021
O, -11.4527, 17.3363, 19.1621, -0.0076, -0.0019, -0.0124
O, -8.5036, 21.3955, 24.3015, 0.0078, -0.0035, 0.0147
O, -6.3847, 5.3015, 15.5621, -0.0062, 0.0035, -0.0173
O, -8.5672, 3.643, 15.6724, -0.0109, 0.0104, -0.0174
O, 11.0995, 5.2025, 15.3593, -0.0012, -0.0017, -0.014
O, 3.7471, 12.4003, 16.2507, 0.0071, -0.006, -0.0113
O, 6.5311, 15.1302, 16.5302, 0.0084, -0.0031, -0.0189
O, -2.352, 24.1405, 25.319, -0.0049, 0.0045, 0.0352
O, 18.8294, -4.8392, 23.7245, 0.0072, 0.0035, 0.012
O, -3.1953, 0.9499, 20.629, 0.0044, 0.0032, 0.0028
O, 4.6976, 8.8383, 20.695, -0.0017, -0.0006, -0.0017
O, -6.2756, 4.7304, 18.2285, 0.005, 0.003, -0.0169
O, 1.6216, 23.4614, 23.093, -0.0006, -0.0023, 0.0106
O, 16.4926, 17.0465, 24.991, -0.0041, -0.0021, 0.0283
O, -4.0734, -8.1073, 23.371, 0.0036, -0.0013, 0.0096
O, 19.7628, -1.219, 21.6466, 0.0042, 0.0011, 0.0026
O, 0.5493, 32.5379, 18.3679, -0.0006, 0.0012, -0.0063

Results
free energy: -113255.074 eV
free energy less fixed offsets of O -570.45, Si -639.56 eV per atom: 0.926 eV

The program warned: the cutoff lies below the one the program advises for these potential files; the forces do not sum to zero within the program's tolerance; empty levels may hold ghost states of the PAW files; the exchange-correlation potential is rough where the density is thin.
